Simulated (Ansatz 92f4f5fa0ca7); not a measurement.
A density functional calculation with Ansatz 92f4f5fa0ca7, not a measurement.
Periodic cell of 215 atoms, Si132O82P1, from a study of silicon, its oxide and their interface. The atomic structure is a simulated model.
Doubt: the cutoff is far below the 930 eV that the study's wrapper takes by default for these files, so forces and energies are approximate.

Settings: functional PBE; potential files Ansatz PAW; basis plane waves; wave-function cutoff 580 eV; density cutoff ratio 5; exchange-correlation grid ratio 1; k mesh 1 x 1 x 1, Gamma-centred; self-consistency stop 5e-08 eV per atom in the density residual; occupations fixed; spin none; net charge +1 e, with a uniform compensating background and no finite-size correction.

Cell vectors (angstrom)
a	10.938	0	0
b	0	10.938	0
c	0	0	31.5432

Atoms: element, x, y, z (angstrom)
Si	10.4364	0.5744	24.3424
Si	6.0448	10.4983	24.148
Si	2.1309	3.2496	24.0858
Si	8.7071	2.2595	24.3073
Si	0.5002	5.0541	24.1653
Si	5.0525	5.8967	24.2003
Si	3.3954	7.6511	24.1644
Si	7.8327	8.8276	23.9962
Si	1.3465	1.478	25.4549
Si	6.915	1.3054	25.4914
Si	4.0286	4.0998	25.3282
Si	9.6627	4.1028	25.4201
Si	1.4943	6.8169	25.3697
Si	6.8999	6.9473	25.2467
Si	4.2283	9.536	25.3451
Si	9.5347	9.6394	25.4345
Si	2.7804	0.0064	26.6557
Si	8.2169	-0.0284	26.9402
Si	0.0146	2.7708	26.9161
Si	5.4469	2.7339	26.6771
Si	2.7545	5.4364	26.8384
Si	8.2241	5.5254	26.6425
Si	0.0387	8.2078	26.6643
Si	5.5526	8.1984	26.7947
Si	4.1078	1.3643	28.0813
Si	9.5893	1.3715	28.2689
Si	1.3891	4.1282	28.2662
Si	6.8344	4.139	28.0183
Si	4.1618	6.8211	28.1453
Si	9.5974	6.8507	28.0609
Si	1.3957	9.5901	28.0426
Si	6.8363	9.5306	28.2659
Si	0.0501	-0.0231	29.5311
Si	5.4425	0.006	29.5077
Si	2.7656	2.7176	29.5365
Si	8.1666	2.7763	29.4833
Si	-0.013	5.5083	29.5162
Si	5.5054	5.4523	29.4993
Si	2.7508	8.2149	29.4445
Si	8.2421	8.1649	29.5402
Si	1.3919	1.3574	30.9057
Si	6.8097	1.3859	30.8409
Si	4.1485	4.0917	30.8896
Si	9.5448	4.1257	30.8476
Si	1.3774	6.8844	30.8384
Si	6.8636	6.7841	30.9006
Si	4.0696	9.5723	30.8542
Si	9.5989	9.5504	30.8943
Si	2.7479	-0.0227	0.7207
Si	8.1669	0.0027	0.6561
Si	-0.0295	2.7581	0.6679
Si	5.4789	2.708	0.7188
Si	2.7213	5.4859	0.6626
Si	8.2205	5.4351	0.738
Si	0.0255	8.1796	0.7151
Si	5.4607	8.2048	0.6701
Si	4.1211	1.3311	2.0729
Si	9.5115	1.3849	2.0206
Si	1.3214	4.1421	2.0535
Si	6.8366	4.0661	2.0788
P	4.0674	6.8653	2.0126
Si	9.6054	6.8011	2.0709
Si	1.3785	9.5496	2.0651
Si	6.8181	9.5708	2.0719
Si	-0.0695	-0.0084	3.3154
Si	5.469	-0.0161	3.5033
Si	2.684	2.7164	3.304
Si	8.1779	2.6863	3.5196
Si	-0.0242	5.4637	3.5341
Si	5.4291	5.487	3.3256
Si	2.7424	8.1909	3.4781
Si	8.237	8.1869	3.3597
Si	1.2776	1.3675	4.6636
Si	6.8373	1.297	4.9255
Si	4.0231	4.1222	4.648
Si	9.533	4.0625	4.897
Si	1.3598	6.8456	4.8882
Si	6.8278	6.8314	4.6843
Si	4.1227	9.5519	4.8825
Si	9.5673	9.5694	4.745
Si	2.6054	0.029	6.0824
Si	8.2241	-0.1373	6.2746
Si	-0.0242	2.6471	6.2058
Si	5.3666	2.7725	6.0675
Si	2.7434	5.4307	6.1663
Si	8.0834	5.4397	6.1723
Si	-0.0019	8.295	6.2198
Si	5.5558	8.1497	6.1687
Si	3.4824	1.908	7.1762
Si	10.0246	0.8208	7.4704
Si	1.7785	3.6364	7.36
Si	6.2059	4.5245	7.3814
Si	4.6381	6.3069	7.2646
Si	9.1605	7.1896	7.3163
Si	0.8921	10.1479	7.5148
Si	7.4075	8.8834	7.4926
O	4.587	6.6005	8.892
O	1.3878	3.9652	8.9465
O	9.7421	6.5527	8.7375
O	1.3076	10.0999	9.1457
O	6.0864	4.2171	9.0213
O	3.7215	1.5605	8.759
O	7.1321	8.9554	9.1406
O	9.6573	1.068	9.0736
O	8.2545	2.5305	22.7434
O	10.9996	5.5511	22.6443
O	5.6379	0.0797	22.6341
O	5.2933	5.4002	22.6359
O	2.1439	2.8049	22.4803
O	3.3283	7.8493	22.5112
O	8.3819	8.7413	22.4164
O	-0.1746	11.2366	22.7523
Si	2.1577	2.9905	12.8915
Si	8.685	1.2907	10.3576
Si	1.0705	4.5059	15.3529
Si	7.5531	5.565	12.1982
Si	2.4123	8.1849	21.2137
Si	5.4163	7.7648	12.4751
Si	9.2645	0.4578	15.4967
Si	2.9129	-0.0438	16.6527
Si	10.4706	1.1677	12.6039
Si	7.7672	2.8315	21.2358
Si	9.1361	8.7891	14.4602
Si	1.4704	4.7852	10.3543
Si	4.4801	9.4883	19.1346
Si	11.073	6.0992	21.1139
Si	6.6158	10.4491	14.8434
Si	5.3903	0.7326	21.1739
Si	2.3475	9.8021	10.3799
Si	0.4281	10.6335	21.3901
Si	5.855	5.2522	21.129
Si	3.6452	7.0855	10.1037
Si	9.049	5.6858	14.8375
Si	3.6648	4.0776	19.0948
Si	10.0304	3.6653	19.3149
Si	4.2599	8.6631	15.3609
Si	0.4562	1.9204	17.1543
Si	6.7913	7.5344	19.2477
Si	5.2574	3.623	16.7379
Si	7.7842	5.0169	17.5208
Si	6.6785	9.9019	10.3902
Si	4.3826	1.0404	10.1199
Si	-0.0275	9.0951	11.9005
Si	9.1002	8.6304	20.9414
Si	4.5535	1.6679	14.5745
Si	2.4458	2.0825	21.0503
Si	6.3322	3.3258	10.364
Si	3.4326	5.9176	16.7397
Si	9.8753	6.5472	10.3512
O	0.1241	2.6298	18.5839
O	2.9267	9.6286	15.5767
O	10.8607	4.8064	20.1423
O	7.5605	2.3653	9.9192
O	10.9258	5.3569	10.7964
O	6.5846	6.6988	12.871
O	10.3092	8.072	10.7825
O	7.6688	9.4573	14.0001
O	8.4117	6.2163	10.9787
O	5.3554	10.4947	20.062
O	2.1681	3.7592	11.4367
O	7.9718	8.5474	19.7601
O	6.2049	6.728	20.5446
O	5.509	2.7149	15.407
O	1.3067	0.9236	20.7036
O	6.076	9.0198	11.6341
O	4.6111	4.9858	16.1089
O	6.5957	3.9081	17.63
O	10.5593	10.6804	11.8115
O	5.5807	0.4983	13.9857
O	8.0185	5.099	15.9257
O	9.7317	9.8193	15.5893
O	-0.3935	5.1493	15.1341
O	1.5664	6.8418	20.7982
O	1.4992	0.6355	17.1714
O	6.5928	1.7769	20.8102
O	1.0052	1.8229	12.8417
O	3.2538	5.4945	18.3332
O	9.5235	2.0096	11.5756
O	1.0242	3.1003	16.181
O	8.5985	5.1349	13.3731
O	10.2835	8.595	13.3124
O	1.4436	9.4005	21.6979
O	10.0808	9.9308	20.6104
O	3.1743	0.2055	10.8837
O	5.0628	2.3684	10.8221
O	1.7581	4.173	13.9256
O	7.9471	10.8362	10.8517
O	9.1349	4.473	18.224
O	5.6369	9.4985	15.7682
O	5.5422	-0.0417	9.7968
O	3.5935	2.3154	13.3914
O	1.9728	5.6533	16.0696
O	9.7085	1.0428	14.0348
O	4.3855	6.9345	11.5335
O	4.7616	4.476	20.2208
O	9.9524	1.3505	16.6446
O	6.6945	4.2926	11.6346
O	5.5788	8.406	18.5811
O	9.0704	2.7383	20.2595
O	3.6013	1.1305	15.7753
O	4.2202	3.0736	17.9029
O	9.911	7.2155	20.8924
O	3.3611	8.6631	9.8093
O	3.9381	7.426	16.3822
O	7.6302	0.4854	15.6969
O	8.9327	7.2994	15.0355
O	3.9299	1.4359	21.1656
O	1.5986	9.1203	11.6836
O	2.3215	6.1561	10.1419
O	7.3481	6.4628	18.1451
O	7.2238	4.3673	21.134
O	4.5527	8.2229	13.8001
O	3.3286	8.6741	19.9643
O	2.4975	3.2335	19.8745
O	3.7381	10.3638	17.9666

Results
free energy: -131310.781 eV
free energy less fixed offsets of O -568.88, P -755.39, Si -635.61 eV per atom: -6.711 eV

Forces (eV/angstrom), in the order of the atoms: element, x, y, z
Si	0.0505	-0.0213	-0.184
Si	-0.0349	0.0869	-0.1682
Si	-0.0004	-0.0702	-0.2079
Si	-0.0851	0.0251	-0.1759
Si	-0.0457	0.0692	-0.1807
Si	0.0802	-0.0978	-0.2076
Si	-0.0533	0.0509	-0.1949
Si	0.074	-0.0328	-0.211
Si	-0.0217	0.036	0.0773
Si	0.0245	-0.0358	0.0874
Si	-0.0453	0.0023	0.0417
Si	0.038	-0.0354	0.0586
Si	0.0106	-0.0288	0.0603
Si	-0.0084	0.0343	0.0185
Si	0.0219	-0.0188	0.0394
Si	-0.0606	0.011	0.0941
Si	-0.0176	0.027	-0.1395
Si	0.0152	-0.0003	0.2018
Si	0.0037	-0.0099	0.1945
Si	0.0263	-0.0186	-0.1097
Si	-0.0049	-0.0015	0.1032
Si	0.0327	-0.0071	-0.1213
Si	0.0146	0.0449	-0.1216
Si	0.0189	0.0227	0.0728
Si	-0.0063	0.0372	0.0664
Si	-0.0076	-0.0049	-0.3715
Si	-0.0083	-0.0711	-0.3488
Si	0.0276	-0.0753	0.0915
Si	-0.0943	0.0258	-0.1124
Si	-0.0282	0.0066	0.0904
Si	-0.0559	0.0074	0.0922
Si	0.0805	0.089	-0.3383
Si	0.0343	-0.0442	-0.0023
Si	0.0118	0.0315	0.0222
Si	-0.0053	-0.0412	0.0297
Si	-0.0458	0.0446	-0.0339
Si	-0.0442	0.0007	0.0242
Si	0.0387	-0.0434	-0.0174
Si	0.0044	0.0011	-0.0839
Si	0.0534	-0.0164	0.0365
Si	-0.0074	0.0264	0.0173
Si	0.0235	-0.0073	-0.0092
Si	-0.0155	0.0067	0.0041
Si	0.0185	-0.0228	-0.006
Si	0.0184	-0.0082	-0.0014
Si	-0.0086	0.0179	0.021
Si	-0.004	-0.0277	0.0152
Si	-0.0125	0.0281	0.0078
Si	-0.0101	0.0091	-0.0165
Si	0.0027	-0.028	-0.0621
Si	0.0024	-0.0091	-0.0514
Si	0.0151	-0.0095	-0.014
Si	-0.0273	0.0055	-0.0418
Si	-0.0029	-0.0251	0.0034
Si	-0.002	0.0179	-0.0185
Si	-0.0023	0.0356	-0.0412
Si	0.0192	-0.011	-0.0016
Si	-0.0413	0.0736	-0.0345
Si	-0.0455	0.0559	-0.0196
Si	0.0474	-0.0451	-0.008
P	0.0648	-0.0659	0.0845
Si	0.0377	-0.0445	-0.0035
Si	-0.0005	-0.0023	0.0021
Si	-0.0082	-0.0079	0.0023
Si	0.1391	-0.0082	0.3244
Si	0.0296	0.0149	-0.0744
Si	0.0115	0.011	0.3467
Si	0.0096	0.0656	-0.0698
Si	0.0092	-0.059	-0.1081
Si	-0.0396	0.0191	0.1747
Si	0.0096	-0.0053	0.0373
Si	-0.1052	0.0225	0.182
Si	-0.0331	0.0049	-0.1215
Si	-0.0139	0.0479	0.0968
Si	0.0054	-0.0163	-0.1424
Si	-0.0507	-0.0402	0.1336
Si	0.0344	0.0083	0.123
Si	-0.0176	-0.0378	-0.1426
Si	-0.0434	-0.0188	0.1018
Si	0.0072	0.0192	-0.0693
Si	-0.0202	-0.0392	-0.0392
Si	0.0042	-0.0161	-0.0077
Si	0.049	-0.0087	-0.0473
Si	0.0771	0.0106	-0.0981
Si	0.0037	-0.0514	-0.0475
Si	-0.0184	-0.0585	-0.0695
Si	0.0011	0.0451	-0.0155
Si	0.0427	0.0301	-0.0283
Si	-0.0667	0.0803	0.172
Si	-0.0754	0.0557	0.2419
Si	-0.1186	0.0286	0.2069
Si	0.0057	-0.0573	0.2237
Si	-0.0213	0.0044	0.2055
Si	0.0801	-0.0559	0.2055
Si	0.0766	-0.0212	0.2518
Si	-0.0097	0.0734	0.222
O	0.0609	-0.0382	-0.2976
O	0.0394	-0.0928	-0.3364
O	-0.095	0.0649	-0.4235
O	-0.1137	0.0362	-0.3784
O	-0.0119	0.0746	-0.3442
O	-0.0669	0.0962	-0.4083
O	0.0763	-0.0832	-0.3266
O	0.1081	-0.0504	-0.3519
O	0.0817	-0.0551	0.3534
O	0.0395	-0.0886	0.3367
O	0.0584	-0.106	0.333
O	-0.0812	0.0691	0.3738
O	-0.0226	0.0977	0.3325
O	0.0859	-0.0485	0.351
O	-0.1131	0.0263	0.3414
O	-0.0755	0.0745	0.3248
Si	0.006	-0.0293	0.2618
Si	-0.0241	0.0568	0.3603
Si	-0.0122	0.0128	0.0886
Si	0.0266	0.0291	0.26
Si	-0.065	0.0475	-0.338
Si	0.0078	-0.0105	0.2886
Si	-0.0236	-0.0123	0.089
Si	-0.0274	0.0142	-0.0385
Si	0.0398	0.0026	0.2678
Si	-0.0022	0.0477	-0.354
Si	-0.0466	0.0089	0.1267
Si	0.035	-0.0153	0.3836
Si	0.0033	0.0157	-0.1879
Si	-0.008	0.0038	-0.3377
Si	0.028	0.0105	0.0856
Si	-0.0439	0.0277	-0.3485
Si	0.0406	-0.0826	0.3722
Si	0.0704	-0.0512	-0.288
Si	0.0373	-0.0032	-0.3688
Si	-0.0707	0.0067	0.3885
Si	0.0446	0.0202	0.1261
Si	-0.0041	0.023	-0.1955
Si	0.0038	-0.0131	-0.1908
Si	-0.0285	0.0309	0.1173
Si	0.0066	-0.0275	-0.0673
Si	-0.0113	-0.0203	-0.1748
Si	0.0058	0.0127	-0.0327
Si	-0.0176	-0.0207	-0.0552
Si	-0.0705	0.0408	0.3901
Si	0.0603	-0.0693	0.3529
Si	-0.0808	0.0305	0.2877
Si	0.0289	-0.0246	-0.3211
Si	0.0147	-0.01	0.1211
Si	0.0432	-0.0236	-0.3232
Si	0.1192	-0.0158	0.3719
Si	-0.0045	0.0062	-0.0506
Si	-0.0206	0.0108	0.4278
O	-0.0209	0.0324	0.0814
O	0.0106	-0.0108	-0.0121
O	0.0305	0.0761	0.1318
O	-0.01	0.0288	-0.0933
O	0.0081	0.0012	-0.114
O	-0.011	0.0048	-0.0904
O	-0.0175	-0.0748	-0.1684
O	-0.007	-0.0158	-0.0606
O	0.0736	0.0272	-0.1716
O	0.0248	0.0632	0.1345
O	-0.0278	0.0805	-0.2204
O	0.061	0.0258	0.1162
O	-0.031	-0.0535	0.1333
O	-0.0058	-0.0083	-0.0231
O	-0.028	-0.008	0.1019
O	0.05	0.1048	-0.2069
O	0.0029	-0.0039	0.0085
O	0.0094	0.0055	0.0247
O	-0.0068	-0.036	-0.1208
O	-0.0051	-0.0013	-0.0557
O	0.0007	-0.0001	-0.0138
O	0.0072	-0.0138	-0.0379
O	-0.0219	0.0015	-0.0337
O	0.0113	0.0053	0.1008
O	0.0025	0.0024	0.0216
O	0.0084	-0.0127	0.1044
O	-0.0117	-0.0175	-0.082
O	0.0046	-0.0225	0.0718
O	-0.0883	-0.0016	-0.194
O	-0.0026	0.0082	-0.0087
O	-0.0587	-0.0079	-0.1424
O	0.0716	0.0094	-0.154
O	-0.0005	0.0002	0.0822
O	0.0048	0.015	0.1001
O	0.005	0.0508	-0.1193
O	-0.0623	-0.0398	-0.1228
O	0.0169	-0.0297	-0.1055
O	-0.0275	-0.0176	-0.1162
O	0.0284	-0.0168	0.065
O	-0.0011	-0.0094	-0.0221
O	0.0003	0.0115	-0.1626
O	-0.0391	0.0211	-0.0968
O	0.0001	-0.0089	-0.013
O	0.0416	0.0243	-0.1335
O	-0.0736	-0.0215	-0.1975
O	0.0597	0.0371	0.1424
O	0.0013	-0.0007	-0.0014
O	-0.0612	-0.0994	-0.1769
O	0.002	0.0013	0.0551
O	-0.0645	-0.0248	0.1302
O	0.0121	0.0132	-0.0214
O	-0.0186	0.0048	0.0658
O	0.0079	0.0007	0.0911
O	0.0102	0.0034	-0.1229
O	0.0089	0.009	-0.0129
O	-0.0027	-0.0042	-0.0199
O	-0.0033	-0.0002	-0.0366
O	0.011	-0.0005	0.0926
O	0.0775	0.031	-0.1671
O	0.0362	0.0199	-0.1054
O	-0.0148	0.0404	0.0648
O	-0.0044	-0.0207	0.1045
O	0.0439	-0.0356	-0.1684
O	-0.0604	-0.0481	0.1417
O	-0.031	-0.058	0.1294
O	0.0314	-0.032	0.0825

The program warned: the cutoff lies below the one the program advises for these potential files; the exchange-correlation potential is rough where the density is thin.
